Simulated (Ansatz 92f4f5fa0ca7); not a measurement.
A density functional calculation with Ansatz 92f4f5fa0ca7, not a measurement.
Periodic cell of 357 atoms, Si241O116, from a study of silicon, its oxide and their interface. The atomic structure is a simulated model.
Doubt: the cutoff is far below the 930 eV that the study's wrapper takes by default for these files, so forces and energies are approximate.
This geometry differs little from another in the collection (a relaxation step or a small displacement).

Settings: functional PBE; potential files Ansatz PAW; basis plane waves; wave-function cutoff 580 eV; density cutoff ratio 5; exchange-correlation grid ratio 1; k mesh 1 x 1 x 1, Gamma-centred; self-consistency stop 5e-08 eV per atom in the density residual; occupations fixed; spin none; net charge 0.

Cell vectors (angstrom)
a, 11.6015, 0, 0
b, 0, 13.3963, 0
c, 0, 0, 40.7135

Atoms: element, x, y, z (angstrom)
Si, 0, 2.2327, 1.1851
Si, 3.8672, 2.2327, 1.1851
Si, 7.7343, 2.2327, 1.1851
Si, 1.9336, 5.5818, 1.1851
Si, 5.8008, 5.5818, 1.1851
Si, 9.6679, 5.5818, 1.1851
Si, 0, 8.9308, 1.1851
Si, 3.8672, 8.9308, 1.1851
Si, 7.7343, 8.9308, 1.1851
Si, 1.9336, 12.2799, 1.1851
Si, 5.8008, 12.2799, 1.1851
Si, 9.6679, 12.2799, 1.1851
Si, 1.9336, 1.1164, 1.9745
Si, 5.8008, 1.1164, 1.9745
Si, 9.6679, 1.1164, 1.9745
Si, 0, 4.4654, 1.9745
Si, 3.8672, 4.4654, 1.9745
Si, 7.7343, 4.4654, 1.9745
Si, 1.9336, 7.8145, 1.9745
Si, 5.8008, 7.8145, 1.9745
Si, 9.6679, 7.8145, 1.9745
Si, 0, 11.1635, 1.9745
Si, 3.8672, 11.1635, 1.9745
Si, 7.7343, 11.1635, 1.9745
Si, 1.9336, 1.1164, 4.3426
Si, 5.8008, 1.1164, 4.3426
Si, 9.6679, 1.1164, 4.3426
Si, 0, 4.4654, 4.3426
Si, 3.8672, 4.4654, 4.3426
Si, 7.7343, 4.4654, 4.3426
Si, 1.9336, 7.8145, 4.3426
Si, 5.8008, 7.8145, 4.3426
Si, 9.6679, 7.8145, 4.3426
Si, 0, 11.1635, 4.3426
Si, 3.8672, 11.1635, 4.3426
Si, 7.7343, 11.1635, 4.3426
Si, 0, 0, 36.373
Si, 3.8672, 0, 36.373
Si, 7.7343, 0, 36.373
Si, 1.9336, 3.3491, 36.373
Si, 5.8008, 3.3491, 36.373
Si, 9.6679, 3.3491, 36.373
Si, 0, 6.6981, 36.373
Si, 3.8672, 6.6981, 36.373
Si, 7.7343, 6.6981, 36.373
Si, 1.9336, 10.0472, 36.373
Si, 5.8008, 10.0472, 36.373
Si, 9.6679, 10.0472, 36.373
Si, 0, 0, 38.7411
Si, 3.8672, 0, 38.7411
Si, 7.7343, 0, 38.7411
Si, 1.9336, 3.3491, 38.7411
Si, 5.8008, 3.3491, 38.7411
Si, 9.6679, 3.3491, 38.7411
Si, 0, 6.6981, 38.7411
Si, 3.8672, 6.6981, 38.7411
Si, 7.7343, 6.6981, 38.7411
Si, 1.9336, 10.0472, 38.7411
Si, 5.8008, 10.0472, 38.7411
Si, 9.6679, 10.0472, 38.7411
Si, 0, 2.2327, 39.5305
Si, 3.8672, 2.2327, 39.5305
Si, 7.7343, 2.2327, 39.5305
Si, 1.9336, 5.5818, 39.5305
Si, 5.8008, 5.5818, 39.5305
Si, 9.6679, 5.5818, 39.5305
Si, 0, 8.9308, 39.5305
Si, 3.8672, 8.9308, 39.5305
Si, 7.7343, 8.9308, 39.5305
Si, 1.9336, 12.2799, 39.5305
Si, 5.8008, 12.2799, 39.5305
Si, 9.6679, 12.2799, 39.5305
Si, 0.2824, 0.2094, 29.4945
Si, 4.1189, 2.6513, 30.2157
Si, 8.0845, 0.5361, 29.3314
Si, 2.0682, 3.4293, 29.4776
Si, 5.8418, 3.8624, 29.0887
Si, 9.8458, 3.6807, 29.3351
Si, 0.2112, 6.6472, 29.2337
Si, 4.0303, 7.0209, 29.3374
Si, 7.7085, 8.4272, 28.3432
Si, 3.3136, 10.8574, 28.732
Si, 5.6955, 10.9223, 28.1805
Si, 10.2914, 10.2443, 28.2764
Si, 0.0935, 2.4374, 30.2286
Si, 4.0158, 0.5731, 29.2704
Si, 7.78, 2.7245, 29.9434
Si, 2.158, 5.6534, 30.0298
Si, 5.8918, 5.9066, 30.2376
Si, 9.8014, 5.8555, 30.1939
Si, 0.6859, 8.765, 30.1156
Si, 3.0749, 8.9745, 30.1665
Si, 7.8333, 7.2067, 30.2548
Si, 2.3393, 12.5694, 30.1238
Si, 6.0635, 12.7444, 29.6445
Si, 9.8488, 12.6519, 30.1711
Si, 0.052, 2.2534, 32.5413
Si, 3.9754, 2.2881, 32.5241
Si, 7.7797, 2.3643, 32.3511
Si, 2.0406, 5.6222, 32.4272
Si, 5.8, 5.582, 32.5466
Si, 9.8165, 5.6022, 32.5259
Si, 0.0601, 8.9308, 32.4217
Si, 3.8415, 9.0073, 32.4315
Si, 7.7805, 8.6792, 32.2706
Si, 2.0667, 12.3116, 32.448
Si, 5.9106, 12.3162, 32.1383
Si, 9.7392, 12.2428, 32.4529
Si, 2.0135, 1.1364, 33.2227
Si, 5.9118, 1.11, 33.1527
Si, 9.6708, 1.132, 33.1928
Si, 0.1184, 4.4858, 33.2761
Si, 3.901, 4.4854, 33.3219
Si, 7.8062, 4.5434, 33.2469
Si, 1.9698, 7.841, 33.2896
Si, 5.7873, 7.8361, 33.2087
Si, 9.7329, 7.8271, 33.2652
Si, 0.103, 11.1694, 33.1991
Si, 4.003, 11.2315, 33.1769
Si, 7.7681, 11.0499, 32.9938
Si, 1.944, 1.1184, 35.5871
Si, 5.8183, 1.1056, 35.5518
Si, 9.6579, 1.1204, 35.5723
Si, 0.0173, 4.4733, 35.6181
Si, 3.8644, 4.4707, 35.6478
Si, 7.7408, 4.472, 35.6002
Si, 1.9352, 7.8096, 35.6294
Si, 5.7926, 7.8262, 35.5792
Si, 9.6775, 7.8224, 35.6114
Si, 0.0131, 11.161, 35.5718
Si, 3.8946, 11.1716, 35.5634
Si, 7.7253, 11.1326, 35.4714
Si, -0.0064, 0.0013, 5.149
Si, 3.8672, 0.0085, 5.1421
Si, 7.7357, -0.0067, 5.1471
Si, 1.9256, 3.3432, 5.1343
Si, 5.8014, 3.3448, 5.1317
Si, 9.66, 3.3448, 5.1243
Si, -0.0078, 6.6988, 5.1048
Si, 3.8483, 6.6982, 5.1133
Si, 7.7261, 6.7002, 5.1047
Si, 1.9224, 10.0337, 5.1447
Si, 5.7882, 10.0418, 5.1328
Si, 9.6708, 10.0422, 5.1529
Si, -0.0509, -0.0315, 7.5301
Si, 3.8354, 0.005, 7.5163
Si, 7.7066, -0.0657, 7.526
Si, 1.8592, 3.3053, 7.5056
Si, 5.7583, 3.3252, 7.501
Si, 9.5911, 3.3065, 7.4852
Si, -0.1003, 6.6626, 7.4522
Si, 3.7359, 6.6705, 7.4659
Si, 7.6392, 6.6934, 7.4506
Si, 1.8504, 9.9761, 7.5244
Si, 5.7071, 10.0074, 7.5019
Si, 9.6309, 10.001, 7.5392
Si, -0.0957, 2.2097, 8.3148
Si, 3.8216, 2.2571, 8.3214
Si, 7.6796, 2.1643, 8.3154
Si, 1.791, 5.5329, 8.2572
Si, 5.682, 5.5905, 8.1874
Si, 9.5548, 5.5606, 8.2082
Si, -0.0728, 8.8252, 8.387
Si, 3.7772, 8.869, 8.3316
Si, 7.6545, 8.9145, 8.2544
Si, 1.909, 12.2328, 8.2317
Si, 5.7457, 12.2382, 8.287
Si, 9.6447, 12.2192, 8.3579
Si, -0.1906, 2.285, 10.6944
Si, 3.7691, 2.476, 10.6925
Si, 5.5976, 1.4981, 11.7242
Si, 3.6054, 4.6977, 11.4085
Si, 5.5508, 5.6759, 10.5143
Si, 9.4044, 5.578, 10.5438
Si, -0.1348, 8.637, 10.8197
Si, 3.6922, 8.6902, 10.718
Si, 7.6101, 8.8979, 10.602
Si, 1.938, 11.9379, 10.5457
Si, 5.7108, 11.9506, 10.6331
Si, 9.7241, 12.0803, 10.7462
Si, 1.8144, 1.5539, 11.4877
Si, 7.5012, 2.2856, 10.6874
Si, 9.9918, 0.743, 11.8311
Si, -0.4131, 4.4757, 11.5109
Si, 1.5887, 5.4819, 10.6121
Si, 7.4281, 4.5389, 11.2049
Si, 1.8242, 7.5382, 11.6097
Si, 5.7154, 7.8038, 11.4582
Si, 9.389, 7.7075, 11.486
Si, 0.0603, 10.8522, 11.3687
Si, 3.8057, 10.8637, 11.4603
Si, 7.7062, 11.0712, 11.4532
O, 10.3741, 0.4088, 13.4171
O, 10.8786, 4.5873, 13.1558
O, 1.7092, 1.9752, 13.0814
O, 7.5741, 11.0449, 13.1204
O, 3.5865, 5.0104, 13.0653
O, 5.8553, 1.7943, 13.3239
O, 7.2815, 4.6184, 12.8457
O, 12.1165, 10.8937, 12.9854
O, 5.7806, 7.8708, 13.1241
O, 8.951, 7.6376, 13.1155
O, 3.8063, 10.9774, 13.1363
O, 2.0574, 7.1927, 13.257
O, 9.5475, 11.4682, 29.0262
O, 3.4082, 0.803, 27.6984
O, 5.5696, 3.9534, 27.4104
O, 6.02, 11.1374, 26.5651
O, 8.7477, 13.8983, 27.8046
O, 2.0248, 3.1391, 27.8329
O, 2.4674, 10.9688, 27.3079
O, 7.5513, 7.6202, 26.9141
O, 4.4879, 7.333, 27.7312
O, 0.1806, 13.479, 27.8544
O, 10.6049, 10.4405, 26.6698
O, 10.2017, 3.7945, 27.6935
Si, 4.6069, 4.6948, 23.1679
Si, 12.0218, 4.574, 21.4784
Si, 9.9004, -0.4068, 14.7658
Si, 2.271, 11.5329, 25.7958
Si, 7.2114, 11.7761, 14.541
Si, 7.3701, 9.2406, 16.3318
Si, 1.8222, 1.7069, 17.0861
Si, 2.8976, 2.8059, 21.4619
Si, 2.0839, -2.476, 16.5434
Si, 1.6631, 6.0365, 18.9679
Si, 5.3313, 2.3887, 14.74
Si, 1.3619, 9.5651, 23.6979
Si, 4.5699, 4.1124, 26.0981
Si, 4.062, 12.041, 14.3525
Si, 3.1109, 13.0835, 21.2652
Si, 2.6366, 1.9876, 26.8416
Si, 8.8509, 3.9775, 21.6188
Si, 5.691, 7.334, 14.6649
Si, 4.7881, 1.7097, 17.4722
Si, 11.5405, 10.3582, 14.4086
Si, 0.2872, 13.6446, 26.2525
Si, 1.0981, 4.6318, 16.4052
Si, 11.4728, 5.1557, 24.4282
Si, 4.3384, 12.3231, 23.9755
Si, 2.9358, 6.0906, 14.1298
Si, 8.7041, 5.5628, 24.2746
Si, 5.8067, 13.1629, 19.6128
Si, 10.316, 4.8764, 14.6682
Si, 7.2884, 4.7097, 14.4494
Si, 9.6545, 7.8691, 14.5837
Si, 7.1501, 10.4192, 19.2561
Si, -1.7567, 11.9956, 19.8619
Si, -0.1481, -0.2704, 17.3911
Si, 10.5642, 9.1584, 25.6297
Si, 0.617, 6.8553, 26.8924
Si, 8.9055, 14.2762, 26.2486
Si, 6.4175, 5.4812, 20.7318
Si, 8.2325, 0.7826, 21.4082
Si, 7.7162, 8.0407, 25.3396
Si, 6.2361, 10.5735, 25.0273
Si, 5.3114, 8.4725, 20.8224
Si, 3.5717, 7.0094, 26.4084
Si, 3.6959, 7.662, 23.4128
Si, 7.2144, -0.3678, 24.0836
Si, 0.9971, 11.0201, 20.954
Si, 2.6305, 14.8497, 14.3037
Si, 14.2369, 9.0331, 19.0714
Si, 4.2877, 4.177, 19.0214
Si, 9.6405, 17.1349, 26.1674
O, 4.1676, 6.8098, 14.9354
O, 5.4844, 1.3938, 16.0271
O, 6.1732, 7.0886, 20.6813
O, 1.0772, 12.0508, 17.1715
O, 12.3723, 5.6065, 17.6696
O, 5.6606, 12.2427, 14.5857
O, 11.0155, 7.8681, 26.5052
O, 5.6144, 13.3494, 23.8475
O, 3.1218, 5.3002, 18.8683
O, 10.4392, 4.2123, 21.3079
O, 2.2888, 10.2258, 24.8457
O, 8.6614, 4.9969, 25.8132
O, 4.1086, 8.6969, 19.7162
O, 9.0558, 8.9213, 25.0992
O, 13.4162, 3.3291, 17.0825
O, 8.2586, 13.0178, 14.7908
O, 8.1642, 13.7069, 22.9676
O, 10.3915, 13.9043, 25.6634
O, 3.4223, 13.4817, 13.9313
O, 3.5826, 3.4889, 22.7727
O, 10.336, 6.4656, 15.0359
O, 5.7437, 14.3648, 18.5347
O, 10.3656, -0.9054, 18.4035
O, 0.5969, 1.0813, 17.9667
O, 2.6929, 9.9163, 17.6856
O, 12.3324, 5.7535, 25.6721
O, 4.3316, 12.8854, 20.2225
O, 11.3072, 4.1349, 15.7237
O, 2.1609, 8.2209, 23.2078
O, 8.4649, 4.3886, 23.1677
O, 7.6498, 13.5913, 25.5236
O, 7.4147, 11.4035, 24.2352
O, 7.2839, 9.3981, 17.9653
O, 1.7549, 12.434, 20.6518
O, 8.7991, 4.3298, 14.943
O, 1.7022, 9.8406, 20.1113
O, 11.4922, 9.266, 24.3146
O, 13.4866, 7.6262, 18.804
O, 7.986, 5.0066, 20.6729
O, 4.895, 10.8026, 24.149
O, 10.8527, 8.9086, 14.2826
O, 4.0739, 7.727, 25.0226
O, 10.5951, 0.2361, 16.0864
O, 0.7157, 4.9889, 23.0483
O, 10.3815, 11.4242, 14.8288
O, 1.3579, 3.2716, 21.2081
O, 6.8132, 13.715, 20.7627
O, 3.7256, 2.7324, 25.8868
O, 3.7116, 2.6398, 14.6397
O, 11.0315, 11.1875, 20.6071
O, 6.4045, 9.66, 20.5114
O, 10.2197, 6.1527, 24.0342
O, 8.6855, 2.4595, 25.9815
O, 1.3911, 1.4218, 25.9421
O, 12.7135, 10.6177, 22.51
O, 0.8398, 12.2737, 25.5866
O, 8.6757, 8.4042, 15.7839
O, 6.8314, 6.1951, 14.932
O, 7.4605, 10.7494, 15.7665
O, 1.63, 1.193, 15.5493
O, 6.02, 8.5114, 15.7532
O, 8.4809, 2.401, 21.3446
O, 5.6786, 4.896, 19.418
O, 2.8509, 14.6137, 21.6728
O, 3.5541, 5.3796, 26.2996
O, 7.6361, 6.7914, 24.2815
O, 2.0878, 7.5838, 26.8086
O, 15.333, 6.0715, 23.0545
O, 8.6296, 10.9221, 19.7185
O, 3.4264, 12.5994, 25.3044
O, 6.4803, 8.9931, 24.9555
O, 5.8113, 4.8036, 22.0867
O, 3.4503, 12.3019, 22.6393
O, 6.189, 3.7108, 15.0905
O, 3.8188, 3.1075, 20.1565
O, 4.676, 3.3272, 17.6864
O, 2.0129, 5.3641, 15.2626
O, -2.172, 13.3507, 20.6789
O, 3.3666, 11.5501, 15.7509
O, 12.483, 5.7099, 20.3814
O, 4.6718, 8.4647, 22.3483
O, 5.286, 4.4025, 24.6399
O, 1.1556, 10.1322, 15.4611
O, 6.3042, 11.7799, 18.8977
O, 10.846, 3.7514, 25.0374
O, 3.2574, 1.1387, 17.6252
O, 6.5445, 9.5643, 28.5912
O, 8.5838, 1.5973, 11.7665
O, 9.2247, 9.0295, 28.3606
O, 5.4422, 13.2762, 11.602
O, 1.7891, 13.3193, 11.4465
O, 11.6641, 9.9556, 29.1125

Results
free energy: -219172.045 eV
free energy less fixed offsets of O -568.88, Si -635.61 eV per atom: 0.045 eV

Forces (eV/angstrom), in the order of the atoms: element, x, y, z
Si, -0.0066, -0.0015, 0.0014
Si, 0.0135, 0.0077, 0.0143
Si, 0.0093, -0.0166, 0.0081
Si, 0.0051, 0.0062, -0.0046
Si, 0.0166, -0.0103, 0.0024
Si, -0.0107, -0.001, 0.0075
Si, 0.0108, 0.0094, -0.0021
Si, 0.0082, -0.0028, -0.0039
Si, 0.0205, -0.0034, -0.0037
Si, 0.0046, 0.0237, 0.0069
Si, 0.0058, 0.0206, 0.0247
Si, 0.013, 0.0258, 0.0145
Si, -0.0239, -0.0272, -0.0022
Si, 0.0102, -0.0216, 0.0046
Si, -0.0094, -0.0274, 0.0096
Si, -0.0079, -0.0289, -0.007
Si, -0.0202, -0.0238, -0.0016
Si, -0.0204, -0.0061, -0.0023
Si, -0.0339, -0.0036, -0.0018
Si, -0.0492, -0.0034, -0.0079
Si, -0.0308, 0.0216, -0.0031
Si, -0.0129, -0.0133, -0.0061
Si, -0.0425, -0.0082, -0.0093
Si, -0.0064, -0.0442, -0.0119
Si, -0.0551, -0.0423, 0.051
Si, 0.0452, -0.0504, 0.0367
Si, -0.044, -0.069, 0.0066
Si, -0.0629, -0.0635, -0.0154
Si, -0.0493, -0.066, 0.0444
Si, -0.0454, -0.0464, -0.0749
Si, -0.111, 0.0333, -0.21
Si, -0.1403, 0.0113, -0.0859
Si, -0.0496, 0.0753, -0.1004
Si, -0.0319, -0.0107, 0.1164
Si, -0.1303, 0.0127, 0.1461
Si, 0.0022, -0.0595, 0.1599
Si, -0.009, 0.0076, -0.1812
Si, 0.1748, 0.0082, -0.0765
Si, 0.0102, -0.3031, -0.3226
Si, 0.0166, -0.0852, 0.3145
Si, 0.0934, -0.1365, -0.0474
Si, 0.0716, -0.005, 0.0141
Si, 0.0219, 0.0287, 0.2935
Si, 0.0749, 0.1081, 0.2709
Si, -0.0346, 0.1139, -0.0182
Si, 0.1962, 0.123, -0.077
Si, 0.1507, 0.0827, -0.0458
Si, -0.1023, 0.1661, -0.2258
Si, -0.0127, 0.0294, 0.0214
Si, 0.0578, 0.0334, 0.0112
Si, 0.0109, -0.105, 0.0159
Si, 0.0043, -0.0294, -0.0034
Si, 0.0379, -0.057, 0.0104
Si, 0.0251, -0.0058, 0.0065
Si, -0.0011, 0.0071, -0.009
Si, 0.0307, 0.0341, -0.0018
Si, -0.0194, 0.0259, 0.0168
Si, 0.0688, 0.0506, 0.0017
Si, 0.0539, 0.0322, -0.0066
Si, -0.0357, 0.0856, 0.0097
Si, 0.0086, 0.0104, 0.0125
Si, -0.0204, -0.0013, 0.0094
Si, -0.0057, 0.0302, -0.039
Si, -0.0052, -0.0082, 0.0109
Si, -0.0149, 0.0228, -0.0054
Si, 0.0093, 0.0106, -0.0028
Si, -0.0089, -0.0207, -0.0374
Si, -0.0076, -0.0084, 0.0093
Si, -0.023, -0.0056, -0.0021
Si, -0.0037, -0.0237, -0.0288
Si, -0.0076, -0.0235, 0.001
Si, -0.0109, -0.0238, 0.0041
Si, 0.0214, -0.0832, -0.1692
Si, -0.0326, 0.0471, -0.009
Si, 0.0821, -0.0899, -0.118
Si, -0.0317, -0.0875, -0.1294
Si, -0.0093, -0.0118, -0.1905
Si, 0.0082, 0.0141, -0.0943
Si, -0.0081, -0.0017, -0.0089
Si, -0.0042, 0.051, -0.0522
Si, 0.0059, -0.038, 0.0543
Si, 0.0137, 0.0236, -0.1444
Si, -0.0187, -0.0485, -0.0401
Si, -0.0395, -0.0671, -0.0929
Si, -0.0481, 0.0484, 0.0235
Si, 0.0341, -0.0646, -0.1523
Si, -0.0041, 0.0091, -0.0265
Si, 0.0371, 0.0661, 0.0096
Si, 0.0029, 0.0498, 0.0311
Si, -0.009, 0.0151, 0.014
Si, -0.009, 0.0393, -0.0476
Si, -0.0332, 0.0113, 0.0305
Si, 0.0006, -0.0083, -0.0093
Si, -0.055, 0.0521, 0.0348
Si, -0.0559, 0.0206, 0.0582
Si, 0.0117, 0.0548, 0.0129
Si, 0, -0.0238, -0.0002
Si, -0.0137, -0.0111, -0.0209
Si, 0.0047, -0.0319, -0.0293
Si, -0.0149, -0.0116, -0.0178
Si, 0.0208, -0.0142, -0.0242
Si, -0.0088, 0.0205, -0.0093
Si, -0.0035, -0.0292, -0.0589
Si, -0.019, -0.0023, -0.0277
Si, -0.0045, 0.0133, -0.0184
Si, -0.0255, -0.01, -0.013
Si, 0.0018, 0.049, -0.059
Si, 0.0171, -0.0015, 0.0057
Si, -0.0142, -0.0221, 0.0221
Si, 0.0035, -0.0103, 0.0039
Si, 0.0034, 0.0046, -0.0035
Si, 0.0346, -0.0081, 0.0137
Si, 0.0044, -0.0323, 0.0145
Si, 0.0101, -0.0398, 0.0072
Si, 0.0045, -0.0286, -0.0115
Si, -0.0238, 0.0001, -0.0084
Si, 0.0088, -0.0332, 0.0228
Si, 0.0155, 0.0189, -0.0011
Si, 0.0363, 0.0156, 0.0276
Si, -0.0206, -0.0328, 0.0357
Si, 0.0042, 0.0099, 0.0106
Si, 0.0057, 0.0035, -0.0038
Si, -0.0104, -0.0033, -0.0001
Si, -0.0012, 0.0046, -0.0005
Si, -0.002, 0.0151, 0.0074
Si, 0.0091, 0.0072, 0.0015
Si, -0.0142, -0.0089, -0.0209
Si, -0.0097, 0.0055, 0.0086
Si, 0.0055, 0.0059, 0.0101
Si, 0.0009, -0.0066, 0.0044
Si, -0.0073, 0.0088, 0.0086
Si, 0.0069, -0.0083, 0.0008
Si, -0.0057, -0.0011, 0.0009
Si, 0.0025, 0.01, 0.0004
Si, -0.0008, -0.0024, -0.0026
Si, 0.0098, -0.0107, 0.0028
Si, -0.0223, 0.0079, 0.0063
Si, -0.0057, -0.0013, 0.001
Si, -0.01, 0.0026, -0.0016
Si, -0.0039, 0.0023, -0.0047
Si, -0.0024, -0.0008, -0.0089
Si, 0.0057, -0.0096, 0.007
Si, -0.0081, -0.002, 0.0009
Si, -0.003, 0.0062, 0.0062
Si, 0.0161, -0.0014, 0.0002
Si, -0.0017, 0.0039, -0.0068
Si, 0.0189, 0.0042, -0.0083
Si, -0.0103, -0.0062, 0.0042
Si, 0.0178, -0.0062, -0.0085
Si, -0.0121, -0.0062, -0.0072
Si, 0.009, 0.003, 0.0012
Si, 0.0011, 0.0073, -0.0124
Si, 0.0052, 0.0135, -0.0096
Si, 0.0076, -0.0085, 0.0024
Si, 0.0193, 0.0024, -0.0242
Si, 0.0245, -0.0016, -0.0135
Si, 0.0184, 0.01, 0.0198
Si, -0.015, -0.0104, 0.0478
Si, -0.0082, 0.0305, 0.0672
Si, 0.0153, 0.0166, 0.0126
Si, 0.0138, 0.0053, 0.0099
Si, 0.0076, -0.0085, 0.0014
Si, -0.0017, 0.0088, 0.0444
Si, 0, -0.007, 0.0067
Si, 0.0013, 0.0019, -0.0093
Si, 0.007, 0.0059, 0.0159
Si, -0.0003, -0.0043, 0.0456
Si, -0.0137, 0.0174, 0.0301
Si, 0.0112, -0.0709, 0.007
Si, -0.0346, -0.075, 0.0049
Si, 0.0433, 0.0232, -0.014
Si, 0.047, 0.0267, 0.1561
Si, -0.0472, -0.007, -0.0073
Si, -0.03, 0.0451, -0.0219
Si, 0.0023, -0.0141, 0.013
Si, -0.0257, -0.0214, -0.0363
Si, -0.0294, 0.0072, -0.0712
Si, 0.0111, 0.066, 0.0722
Si, 0.0271, 0.0532, 0.0762
Si, 0.0208, 0.0018, 0.004
Si, -0.0234, 0.087, 0.012
Si, 0.0847, -0.0988, 0.0634
Si, 0.0073, 0.0197, 0.0839
Si, -0.0495, 0.0015, 0.2257
Si, -0.0325, -0.0102, -0.003
Si, 0.0176, 0.0086, 0.1334
Si, 0.0248, -0.0053, 0.118
Si, 0.0021, 0.0093, 0.1709
Si, -0.0612, -0.0294, 0.1532
Si, 0.0084, -0.0061, 0.0763
Si, 0.0156, 0.0283, 0.0805
Si, -0.0019, -0.0159, 0.167
O, -0.0277, 0.0339, -0.1401
O, 0.0984, -0.0143, -0.2009
O, 0.0241, 0.0004, -0.0691
O, 0.0235, -0.0036, -0.15
O, 0.0017, -0.0531, -0.1292
O, -0.0186, -0.0345, -0.0335
O, 0.0073, 0.0158, -0.0691
O, -0.0232, -0.0521, -0.107
O, -0.002, 0.0005, -0.1321
O, 0.0496, 0.0215, -0.1518
O, 0.0007, -0.0133, -0.1023
O, -0.0455, 0.0979, -0.1486
O, 0.0038, 0.0687, 0.0243
O, 0.0219, 0.0146, 0.1136
O, 0.0448, 0.0016, 0.1752
O, -0.0203, 0.0214, 0.0055
O, -0.0602, 0.0478, 0.0319
O, -0.0076, 0.0295, 0.0809
O, 0.0288, 0.0035, 0.0022
O, -0.0374, 0.0037, 0.0136
O, -0.0527, -0.0467, 0.069
O, -0.0122, -0.0278, 0.0664
O, 0.0018, 0.045, 0.1083
O, -0.0297, 0.0307, 0.1091
Si, -0.0083, 0.0145, -0.0887
Si, 0.0169, 0.0307, -0.006
Si, -0.0027, 0.0354, 0.068
Si, 0.0557, -0.0358, 0.0087
Si, 0.038, 0.0171, 0.1126
Si, -0.0416, 0.0152, -0.025
Si, -0.0417, 0.0518, 0.0967
Si, 0.0267, 0.0146, -0.0538
Si, -0.0497, 0.0238, 0.0637
Si, -0.0224, -0.0503, -0.0562
Si, -0.0005, -0.0405, 0.0176
Si, -0.0098, 0.009, -0.0326
Si, 0.0543, -0.0049, -0.0622
Si, 0.02, 0.0165, 0.1002
Si, 0.0269, -0.0137, -0.0048
Si, 0.0314, -0.0531, 0.0692
Si, 0.0004, 0.023, 0.0168
Si, 0.0231, 0.0396, 0.0949
Si, -0.037, -0.0433, -0.0028
Si, -0.0031, 0.0406, 0.0917
Si, -0.0386, -0.0317, -0.0291
Si, -0.0104, -0.0658, 0.0452
Si, -0.0364, 0.0965, -0.0713
Si, 0.0047, -0.039, -0.0341
Si, -0.0366, -0.0634, -0.0177
Si, 0.0277, 0.0341, -0.1043
Si, -0.0202, 0.0301, -0.0592
Si, -0.0002, -0.0347, 0.119
Si, 0.0538, -0.0074, 0.0815
Si, -0.0121, -0.0232, 0.1
Si, -0.029, -0.0243, -0.084
Si, 0.0401, 0.0262, -0.1031
Si, 0.0576, 0.052, 0.0091
Si, -0.0443, -0.049, -0.1392
Si, -0.0474, 0.0201, -0.0729
Si, -0.056, 0.0494, -0.0252
Si, -0.0702, -0.0298, -0.0243
Si, -0.0325, -0.0314, 0.0111
Si, -0.011, 0.0639, -0.0479
Si, 0.0044, -0.054, -0.0632
Si, -0.0252, 0.0083, -0.0211
Si, 0.032, 0.0702, -0.0502
Si, -0.0518, 0.0262, -0.1199
Si, -0.0272, -0.0691, -0.0468
Si, 0.051, 0.0022, 0.0117
Si, -0.0555, -0.0035, 0.0881
Si, -0.0233, 0.0343, -0.0668
Si, -0.0462, -0.0287, -0.0345
Si, -0.0685, -0.0382, -0.062
O, -0.0471, -0.0113, -0.0493
O, -0.0149, 0.0206, -0.0242
O, 0.0213, 0.0053, 0.0066
O, 0.0023, -0.013, -0.0241
O, 0.0101, 0.0344, 0.0358
O, -0.0183, -0.0096, -0.0689
O, 0.0252, -0.0162, 0.0484
O, 0.0007, 0.0169, 0.0481
O, 0.0335, 0.004, 0.0209
O, -0.0144, -0.0148, -0.0045
O, 0.0145, 0.0097, 0.074
O, 0.0235, -0.0141, 0.0497
O, 0.0239, -0.0035, 0.022
O, 0.0377, 0.0053, 0.0643
O, 0.0276, 0.0196, -0.009
O, -0.0208, -0.0126, -0.0685
O, 0.0116, 0.0245, 0.0053
O, 0.007, -0.0193, 0.0744
O, 0.0071, -0.0109, -0.041
O, -0.0007, 0.0093, 0.0397
O, 0.0179, 0.0456, -0.0481
O, 0.0204, -0.0127, 0.0014
O, -0.0442, -0.0325, 0.0353
O, -0.0004, -0.0341, -0.0476
O, 0.0196, -0.0269, 0.0155
O, 0.0029, -0.0019, 0.0621
O, -0.0026, -0.0126, 0.0049
O, -0.0283, 0.0116, -0.0723
O, 0.026, -0.0265, 0.0467
O, -0.0139, -0.0236, 0.0178
O, 0.0312, 0.0432, 0.055
O, -0.0204, 0.0477, 0.0335
O, 0.004, 0.0349, 0.0745
O, -0.016, -0.0059, 0.0102
O, -0.0257, 0.0042, -0.0963
O, -0.0115, -0.0011, 0.0113
O, 0.0108, 0.0027, 0.0575
O, 0.0045, 0.0129, 0.0213
O, 0.0058, 0.0125, -0.0202
O, 0.037, 0.0433, 0.0558
O, 0.0244, -0.0143, -0.0609
O, 0.0012, -0.0553, 0.1084
O, -0.0216, -0.0144, -0.0358
O, -0.0033, -0.0065, 0.0199
O, 0.0554, -0.032, -0.0631
O, -0.0084, -0.0127, 0.0172
O, 0.0181, 0.0091, 0.0267
O, -0.0124, 0.0011, 0.0178
O, 0.0211, 0.0189, -0.0457
O, -0.031, -0.0157, 0.0328
O, 0.0029, -0.0049, 0.0395
O, 0.0039, -0.0145, 0.0374
O, 0.015, -0.0295, 0.1068
O, 0.0458, 0.0508, 0.0412
O, -0.0205, 0.0244, -0.0154
O, -0.0115, 0.0202, 0.0621
O, 0.0655, -0.0322, -0.079
O, 0.0215, 0.0064, -0.0529
O, 0.0005, 0.0411, -0.048
O, 0.0239, -0.0277, -0.041
O, -0.0437, -0.0279, -0.0831
O, 0.0038, 0.0082, -0.0035
O, 0.0357, 0.0148, 0.007
O, -0.0132, 0.0166, 0.0271
O, -0.0185, -0.0088, 0.0448
O, 0.028, -0.022, 0.0704
O, 0.0005, -0.0223, 0.0321
O, 0.003, -0.0077, 0.0457
O, 0.0143, -0.001, 0.0437
O, -0.0088, 0.0036, 0.0209
O, 0.011, 0.0278, 0.0579
O, 0.0095, 0.0018, 0.0388
O, 0.0056, 0.0195, 0.0204
O, 0.0026, 0.0055, -0.0372
O, 0.0034, 0.0127, 0.027
O, 0.0165, 0.0488, 0.0195
O, 0.0445, 0.0389, -0.065
O, 0.0001, 0.0195, 0.0285
O, 0.051, 0.0203, -0.0918
O, -0.0075, -0.0044, 0.0375
O, 0.0232, -0.004, 0.0175
O, -0.0157, -0.0028, 0.0828
O, -0.0483, -0.0159, -0.0858
O, 0.0092, 0.0019, 0.0144
O, 0.0198, -0.0214, 0.0699
O, 0.0133, 0.0164, -0.0298
O, -0.0642, 0.044, -0.0323
O, -0.0251, 0.0427, -0.1849
O, 0.0752, 0.0472, -0.0214
O, 0.0133, -0.0427, -0.0572
O, -0.0233, -0.0497, -0.1057
O, 0.0883, -0.0529, 0.0945

The program warned: the cutoff lies below the one the program advises for these potential files; the exchange-correlation potential is rough where the density is thin.
